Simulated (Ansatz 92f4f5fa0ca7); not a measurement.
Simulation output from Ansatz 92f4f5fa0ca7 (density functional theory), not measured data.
Periodic cell of 252 atoms, Si132O88H32, with a vacuum gap, from a study of silicon, its oxide and their interface. The atomic structure is a simulated model.

Settings
functional: r2SCAN
potential files: Ansatz PAW
basis: plane waves
wave-function cutoff: 800 eV
density cutoff ratio: 5
exchange-correlation grid ratio: 1
k mesh: 2 x 2 x 1, shifted by 0.5 0.5 0 of a step
self-consistency stop: 1e-11 eV per atom in the density residual
occupations: fixed
spin: none
net charge: 0
applied field: sawtooth along c, amplitude -0.015 V/angstrom in the program's sign convention, ramp centred at 0.9888 of c and 0.0224 of c wide, no dipole correction

Cell vectors (angstrom)
a 10.88 0 0
b 0 10.88 0
c 0 0 44.5641

Atoms: element, x, y, z (angstrom)
Si 0.1692 -0.9547 30.6136
Si 2.7425 2.4125 30.979
Si 1.0258 3.2142 29.6424
Si 2.0802 7.6458 30.8696
Si 4.658 0.0818 30.717
Si 8.4639 4.1431 31.4663
Si 4.7926 6.2266 30.2871
Si 7.9 8.1058 30.7837
Si 1.5469 1.2173 32.5207
Si 3.9359 3.9919 32.1527
Si 0.9118 6.2166 32.2467
Si 3.8721 9.6406 32.4866
Si 6.9028 1.5232 32.3223
Si 10.7656 4.1388 31.593
Si 6.3373 6.9537 32.0256
Si 9.3605 9.3522 32.0982
Si 0.1212 2.7304 33.5103
Si 2.7318 0.0024 34.0147
Si -0.1804 7.9538 33.4893
Si 2.6932 5.409 33.5648
Si 5.35 2.7291 33.6007
Si 8.2491 0.0282 33.5079
Si 5.3909 8.3253 33.6176
Si 7.7481 5.4726 33.3183
Si 1.4382 4.0158 34.9714
Si 4.1406 1.4109 35.1297
Si 1.2087 9.3648 34.9334
Si 4.0316 6.8517 34.8856
Si 6.6866 4.1063 34.9093
Si 9.5347 1.435 34.8545
Si 6.8707 9.5845 34.9165
Si 9.3176 6.6623 34.8086
Si -0.0465 -0.0009 36.2285
Si 2.7321 2.723 36.419
Si -0.0536 5.3845 36.1987
Si 2.6538 8.1083 36.2936
Si 5.5198 0.0006 36.3542
Si 8.1297 2.7454 36.2263
Si 5.3753 5.4785 36.2693
Si 8.1501 8.1355 36.246
Si 1.3406 1.2868 37.638
Si 4.0894 4.1139 37.6947
Si 1.3145 6.7381 37.6331
Si 4.0751 9.4857 37.6012
Si 6.8557 1.3828 37.6811
Si 9.5224 4.0415 37.6073
Si 6.7792 6.8139 37.5996
Si 9.5118 9.5234 37.6182
Si -0.0063 2.6654 6.9231
Si 2.7228 -0.0577 6.9104
Si 0.0268 8.1841 6.9145
Si 2.7094 5.4204 6.9808
Si 5.4784 2.7506 6.954
Si 8.1924 -0.0062 6.9779
Si 5.4441 8.1522 6.9158
Si 8.1897 5.4714 6.8633
Si 1.3726 3.9961 8.2912
Si 4.0907 1.3123 8.2115
Si 1.4227 9.4673 8.3329
Si 4.1216 6.7958 8.2909
Si 6.8517 4.1593 8.258
Si 9.553 1.3465 8.3573
Si 6.8201 9.4839 8.2907
Si 9.5445 6.8243 8.2401
Si 0.0726 -0.0377 9.692
Si 2.7785 2.6236 9.6257
Si 0.035 5.4461 9.5586
Si 2.8017 8.0859 9.7034
Si 5.4111 -0.0489 9.5804
Si 8.1875 2.8316 9.6219
Si 5.5407 5.5117 9.6712
Si 8.196 8.126 9.6671
Si 1.4522 1.2978 11.0677
Si 4.2081 4.0196 10.8579
Si 1.5456 6.5357 10.9757
Si 4.1891 9.4344 11.0485
Si 6.7056 1.4507 10.8003
Si 9.5616 4.2316 10.9847
Si 6.9185 6.804 11.1645
Si 9.5354 9.5004 11.0129
Si 0.1 2.8703 12.1944
Si 2.7602 -0.1932 12.3985
Si 0.5461 7.5727 12.7548
Si 2.8221 5.0806 12.3519
Si 5.5609 2.8355 12.3079
Si 8.1678 0.2069 12.0139
Si 5.711 8.2958 12.5257
Si 8.3349 5.5192 12.5874
Si 1.3159 4.0104 13.822
Si 4.1388 0.8054 13.9548
Si 1.9482 9.0261 13.8826
Si 4.4105 7.2142 14.1629
Si 7.2134 3.7884 13.6402
Si 9.3869 1.6742 13.2947
Si 6.8196 10.0975 13.5643
Si 11.313 6.029 14.6796
Si 6.5313 8.849 17.7122
Si -2.6465 -1.5112 15.242
Si 1.4374 6.6012 17.6818
Si 2.1366 1.7763 16.0461
Si -0.4954 -4.937 23.8072
Si 5.6277 5.092 16.1092
Si 7.2469 -12.1697 23.2473
Si -0.0607 10.7757 15.5072
Si 7.8231 -4.6733 17.7492
Si 3.8952 7.8491 18.7998
Si 5.7993 -2.2576 25.7747
Si 10.1351 0.6245 25.95
Si 3.2409 5.1291 19.3866
Si 10.0607 -0.7548 23.4447
Si 5.3672 0.5896 21.6479
Si -0.8531 6.0435 19.6781
Si -1.7721 6.4744 14.7745
Si 12.6635 10.6666 22.484
Si 9.0247 7.6458 22.165
Si 4.2082 13.8754 17.7693
Si 4.9069 2.5492 23.9255
Si 2.475 4.0276 24.076
Si -7.1687 -0.5652 20.4404
Si 1.1638 5.0423 21.6343
Si 1.5001 6.5709 25.7521
Si 2.8469 9.3056 24.9277
Si 5.6405 0.655 18.828
Si 11.424 4.7622 27.8732
Si 7.9716 12.077 27.7624
Si -0.1841 1.4049 28.6477
Si 3.0268 1.3613 24.6467
Si 20.7607 -7.361 25.426
Si -4.0098 14.2877 26.1152
Si 6.3044 9.8181 28.6595
Si 6.2155 6.0348 27.4179
Si 8.7039 5.8681 29.0889
O -0.3317 -0.0381 29.385
O 1.07 -0.0091 31.5433
O 4.6299 4.6986 30.8157
O -0.017 6.6978 25.1598
O -0.7375 5.4481 28.5584
O -6.8176 3.9393 23.7374
O 1.0997 8.6828 30.0476
O 3.3455 6.9827 30.0791
O 3.7664 1.3507 30.2418
O 6.2688 2.8784 24.7213
O 5.8029 -3.7898 26.2717
O 2.7439 8.5349 32.0453
O 7.7707 6.2258 27.8269
O 7.965 4.7388 30.0078
O 8.999 7.1198 30.0706
O 7.8393 13.5135 31.5575
O 3.7713 5.985 13.3369
O -5.3134 0.0737 14.2343
O 6.62 10.3667 18.2726
O -0.5502 0.7684 14.2545
O 3.2522 8.2954 14.5904
O 2.4488 7.8233 18.0506
O 1.1623 17.4055 16.0912
O 6.4598 5.3944 17.4661
O 8.3248 2.6475 14.1051
O 6.543 4.3464 15.0142
O 8.5259 -4.6529 16.2817
O 11.8386 -1.275 15.0535
O 3.2807 11.7454 15.3312
O 5.4733 12.8437 17.8835
O 15.358 13.1907 13.4514
O 8.9355 8.0793 14.5582
O -0.6239 8.6235 12.203
O 5.06 6.4893 15.4816
O 4.4708 4.0701 16.581
O -3.8531 -1.9864 16.1952
O -1.4494 10.1382 16.0897
O 0.8124 11.7845 16.4348
O 2.7945 2.2983 17.4151
O 1.7622 2.9939 15.0373
O 3.8966 -2.1598 20.1653
O 9.9885 1.9601 25.0417
O 10.1298 -2.251 22.8489
O 2.148 5.2271 18.18
O 4.4252 8.9769 25.0098
O 10.8363 -5.9908 20.5227
O 4.989 -2.4687 17.7684
O 4.2924 6.3393 19.2163
O 2.504 5.3703 20.8015
O -1.9243 -4.4688 23.2175
O 0.0922 -4.1081 18.5733
O 8.6789 0.3072 26.5978
O 8.5192 10.6008 23.3591
O -0.6293 4.3669 24.1161
O 7.4748 -3.1924 18.3656
O 11.4968 -4.68 22.6364
O 8.7663 -5.4239 18.8365
O 5.2613 1.9901 22.4489
O 4.0065 3.7196 19.216
O 6.9603 -1.9554 24.6919
O 2.1433 8.0637 25.7162
O 9.4631 -3.7101 20.6988
O 4.094 0.1349 19.0099
O 13.1306 5.4428 24.8398
O 16.9153 -1.3738 27.1066
O 11.1861 11.833 27.1425
O 12.354 5.9724 27.2728
O -3.2673 8.4304 22.1627
O 19.2645 3.9096 25.8909
O 2.5838 1.0373 23.1005
O 1.6273 3.885 22.6805
O 6.0009 -0.4569 22.7119
O 2.7158 -0.019 25.4947
O 4.8794 -0.8066 29.3751
O 5.9791 -6.2957 26.7542
O 5.3531 6.1965 28.7688
O 0.2031 0.0974 22.5441
O 2.2493 -1.5013 23.4035
O 2.1769 10.496 20.9311
O 2.1486 2.7145 25.0274
O -4.6426 11.8559 20.3108
O 7.2352 0.2375 28.7921
O 17.9593 8.6801 29.488
O 6.8625 13.0683 27.1671
O 9.1709 12.8936 28.4985
O -0.3233 10.2684 24.9947
O 6.1074 0.6242 31.2219
O 10.9097 3.8791 26.6167
H 0.5284 2.1181 38.5704
H 2.1737 0.4765 38.5704
H 4.9188 3.2998 38.6272
H 3.2454 4.9129 38.6272
H 0.5416 7.606 38.5655
H 2.1594 5.94 38.5655
H 4.9076 8.6748 38.5336
H 3.2485 10.3027 38.5336
H 7.6616 0.5454 38.6135
H 6.031 2.2018 38.6135
H 8.73 4.8917 38.5398
H 10.3367 3.2123 38.5398
H 7.6211 6.0127 38.532
H 5.9584 7.6367 38.532
H 8.6996 10.3547 38.5506
H 10.3501 8.7185 38.5506
H -0.8206 3.4947 5.9907
H 0.8058 1.8341 5.9907
H 3.5494 -0.8747 5.978
H 1.8897 0.7527 5.978
H 0.7997 7.3162 5.9821
H -0.8116 8.989 5.9821
H 1.8646 6.2185 6.0484
H 3.5533 4.6214 6.0484
H 6.3031 1.9316 6.0216
H 4.649 3.5646 6.0216
H 9.0046 -0.8375 6.0455
H 7.3865 0.8312 6.0455
H 4.6116 8.9632 5.9834
H 6.2649 7.3295 5.9834
H 8.9821 4.6212 5.9309
H 7.3479 6.2727 5.9309

Results
free energy: -135117.072 eV
free energy less fixed offsets of H -15.71, O -570.45, Si -639.56 eV per atom: 7.168 eV

Forces (eV/angstrom), in the order of the atoms: element, x, y, z
Si 0.0026 0 -0.0732
Si 0.0246 -0.0006 -0.0387
Si 0.0006 0.0176 0.0118
Si -0.0087 0.0251 -0.0115
Si 0.0096 -0.0283 -0.0252
Si 0.0318 -0.0107 -0.0379
Si -0.0024 0.0134 -0.0885
Si -0.0029 0.0138 -0.0769
Si 0.0355 -0.0511 -0.0178
Si 0.0178 -0.0156 -0.078
Si 0.008 -0.0021 -0.0369
Si -0.0322 0.0356 -0.0899
Si -0.0235 0.0194 -0.0844
Si -0.0246 0.019 -0.0795
Si -0.0198 0.0143 -0.0022
Si 0.0284 -0.0026 0.0087
Si -0.0358 0.0155 0.0406
Si -0.0012 0.0228 -0.0231
Si -0.0149 0.0504 -0.0314
Si -0.0269 0.0191 0.001
Si -0.0105 -0.0029 -0.0381
Si 0.0054 -0.038 -0.0217
Si 0.0303 -0.042 -0.0225
Si 0.0284 -0.0343 0.0228
Si -0.0056 -0.026 0.0012
Si 0.0257 0.0197 -0.0311
Si 0.0494 -0.0053 -0.0236
Si -0.0195 -0.0233 -0.0086
Si 0.0336 0.0137 -0.0015
Si -0.0041 0.003 0.0064
Si -0.032 -0.0056 0.0046
Si -0.0081 -0.0072 0.0163
Si -0.0011 -0.0418 0.2214
Si -0.0414 0.0345 0.2179
Si -0.0272 0.0832 0.1906
Si -0.0455 0.0287 0.2166
Si 0.0419 -0.0241 0.1988
Si -0.0235 0.0268 0.2061
Si -0.0111 0.0163 0.2396
Si 0.0445 -0.013 0.2019
Si 0.1081 0.1054 0.4191
Si -0.1275 0.1069 0.5411
Si -0.1176 0.1 0.1154
Si -0.0535 0.0614 0.2996
Si -0.0893 -0.0714 0.3267
Si -0.0459 0.0986 0.2568
Si -0.0837 0.0596 0.411
Si -0.1221 -0.0838 0.1489
Si 0.1602 0 -0.2581
Si 0.0767 0.0442 -0.4335
Si 0.0008 -0.0915 -0.2654
Si 0.2544 -0.1735 -0.2991
Si -0.0427 -0.069 -0.3699
Si -0.0635 -0.0358 -0.2082
Si 0.1315 -0.0684 -0.3604
Si 0.0035 0.0028 -0.3856
Si 0.0002 -0.0205 -0.1923
Si 0.0093 -0.0137 -0.1996
Si -0.0187 0.0384 -0.2081
Si 0.0452 -0.0559 -0.2262
Si 0.003 0.0211 -0.2617
Si -0.0233 0.0194 -0.1944
Si 0.0337 -0.0539 -0.1847
Si 0.0289 -0.0223 -0.1873
Si 0.0064 -0.0167 -0.0141
Si -0.0147 -0.0091 -0.0236
Si -0.0019 0.0269 -0.0061
Si -0.0116 -0.0163 -0.0047
Si -0.0059 0.0085 0.0113
Si -0.0122 0.0062 -0.0019
Si 0.0097 0.0413 0.003
Si -0.0218 -0.0273 -0.0249
Si 0.0273 0.0196 0.0156
Si 0.0323 -0.0253 0.0882
Si -0.0337 0.0416 0.0031
Si 0.0206 -0.0082 0.0214
Si 0.023 -0.0571 0.0405
Si 0.0147 0.0173 0.0579
Si 0.0151 0.0059 0.0042
Si 0.0128 -0.0385 0.0215
Si -0.0463 0.025 0.0328
Si 0.0105 -0.0195 0.0213
Si 0.0122 0.076 -0.0326
Si 0.0895 0.0472 0.0824
Si -0.0337 0.0264 -0.0379
Si -0.0306 0.0281 -0.0002
Si -0.0115 0.0075 0.0316
Si -0.0093 -0.0155 0.0467
Si 0.0089 -0.002 -0.0194
Si 0.0307 0.0209 -0.0466
Si 0.0153 0.0044 -0.0292
Si -0.0526 -0.0555 -0.0876
Si 0.0181 0.0185 -0.0219
Si -0.0087 -0.009 -0.0034
Si 0.0223 -0.012 -0.0111
Si -0.0493 -0.0052 -0.0157
Si 0.0202 -0.0124 -0.0861
Si 0.0103 0.015 -0.0504
Si -0.0094 0.0048 -0.0866
Si -0.0081 -0.008 -0.0748
Si -0.0004 0.0159 -0.0705
Si 0.019 0.0136 -0.0967
Si 0.0004 -0.0011 -0.0636
Si -0.0069 -0.0081 -0.0511
Si -0.0053 -0.0054 -0.0918
Si 0.0002 -0.0203 -0.0887
Si 0.0046 0.0132 -0.0776
Si 0.0031 -0.0171 -0.0724
Si 0.0087 -0.002 -0.0825
Si 0.0019 -0.0167 -0.0592
Si 0.0166 0.0037 -0.0523
Si -0.0024 -0.0035 -0.0967
Si 0.0018 -0.0058 -0.0356
Si -0.0017 -0.0075 -0.0692
Si 0.0075 -0.0116 -0.0811
Si -0.0204 0.0141 -0.0826
Si 0.0099 0 -0.0726
Si -0.0163 0.0026 -0.0554
Si -0.0047 -0.0207 -0.0637
Si 0.0028 0.0127 -0.0979
Si -0.0018 0.0104 -0.0724
Si -0.0141 0.0042 -0.0536
Si 0.0147 0.0031 -0.0928
Si 0.0037 0.0234 -0.0689
Si -0.0031 0.0084 -0.0516
Si -0.0214 -0.0241 -0.0661
Si -0.0258 -0.0169 -0.0277
Si -0.0079 0.0047 -0.0676
Si 0.0037 -0.007 -0.0435
Si -0.0053 0.011 -0.0696
Si -0.0008 -0.0037 -0.0667
Si 0.0056 -0.0107 -0.0509
O 0.0075 -0.015 0.0457
O 0.0102 0.0191 0.01
O -0.0182 -0.0026 0.049
O 0.017 -0.0019 0.0371
O -0.0036 -0.007 0.0224
O 0.0021 -0.0081 0.0233
O -0.0143 0.0062 0.0001
O 0.0142 -0.0232 0.029
O -0.0241 0.0175 0.018
O 0.0136 0.0063 0.0353
O 0.0025 -0.0144 0.025
O 0.013 -0.0179 -0.0067
O 0.0139 -0.0015 0.0319
O -0.0025 -0.0037 0.0331
O -0.0071 0.0091 0.0399
O 0.0044 -0.0394 -0.0009
O -0.0361 0.0229 0.01
O -0.0075 0.0146 0.0162
O -0.0157 0.0242 0.0452
O 0.0131 -0.0149 0.0301
O -0.0093 -0.0123 0.0134
O 0.0164 0.0084 0.0378
O 0.0303 0.0199 0.0598
O 0.0139 0.0097 0.0449
O -0.0032 0.0077 0.0056
O -0.0277 0.0082 0.0541
O -0.0352 0.005 0.0788
O -0.0129 0.0091 0.0203
O -0.0192 0.0158 0.0461
O 0.0078 -0.0274 0.0453
O -0.0267 -0.0424 0.0641
O -0.0014 -0.0204 0.0113
O 0.0646 -0.0582 0.1141
O 0.0069 -0.0295 0.0408
O -0.0106 -0.0201 0.0469
O -0.0234 -0.0141 0.0725
O -0.0092 -0.008 0.0336
O 0.0093 0.0049 0.0282
O 0.0249 0.01 0.0438
O 0.0008 -0.0151 0.0359
O -0.0023 0.031 0.053
O -0.0029 0.0027 0.0228
O 0.0033 0.021 0.0318
O 0.0111 -0.0046 0.0423
O 0.0093 -0.0039 0.0319
O 0.0177 -0.007 0.0454
O -0.0184 0.0044 0.0348
O -0.0037 0.0023 0.0274
O -0.022 -0.0044 0.0537
O 0.0039 -0.0133 0.0316
O -0.0112 -0.0084 0.0405
O -0.0128 0.0105 0.0372
O 0.0056 0.0109 0.0217
O -0.0055 -0.0184 0.041
O 0.0026 -0.0011 0.0389
O -0.0121 0.0002 0.0472
O 0.0113 -0.0033 0.0422
O -0.003 0.0071 0.0503
O -0.0057 0.0125 0.0419
O -0.0172 -0.0109 0.0454
O -0.0078 -0.012 0.0263
O -0.0129 0.0285 0.0643
O -0.0098 -0.0108 0.0456
O 0.0005 0.0141 0.0308
O 0.0082 0.0118 0.053
O 0.0032 0.0159 0.0575
O -0.0086 -0.0267 0.0508
O -0.0053 0.0126 0.0359
O -0.0036 -0.0016 0.0181
O 0.0056 0.0124 0.0439
O 0.0128 -0.0087 0.0448
O 0.0053 0.0012 0.0228
O 0.0166 0.0033 0.0065
O -0.0067 0.0056 0.0318
O -0.0042 0.016 0.0224
O -0.0192 0.0023 0.0562
O -0.0044 -0.0018 0.0217
O 0.0072 -0.0068 0.0397
O -0.0163 0.0126 0.0553
O 0 -0.0017 0.0116
O -0.0129 -0.0008 0.0617
O -0.0053 -0.0068 0.0239
O 0.0171 -0.0141 0.0528
O 0.0101 -0.0152 0.0316
O 0.0285 0.0035 0.0318
O -0.0059 0.0193 0.0389
O 0.001 0.0173 0.0251
O 0.0162 0.0049 0.0516
H 0.1743 -0.356 -0.2168
H -0.3863 0.2224 -0.2254
H -0.1577 0.2984 -0.2708
H 0.418 -0.2338 -0.1547
H 0.1549 -0.3459 -0.2367
H -0.4578 0.1096 -0.2823
H -0.4082 0.2402 -0.2329
H 0.348 -0.2503 -0.2374
H -0.1489 0.4735 -0.2162
H 0.2513 -0.2114 -0.2761
H 0.2081 -0.248 -0.2404
H -0.2895 0.2407 -0.2795
H -0.2512 0.1663 -0.2732
H 0.3601 -0.348 -0.1827
H 0.1783 -0.4425 -0.2469
H -0.1811 0.3054 -0.2848
H 0.2005 -0.2595 0.3152
H -0.3026 0.2565 0.2441
H -0.3655 0.2958 0.2183
H 0.1805 -0.3447 0.2561
H -0.2051 0.3312 0.2244
H 0.4266 -0.1754 0.244
H 0.2797 -0.2279 0.3075
H -0.3161 0.2784 0.1866
H -0.2004 0.3223 0.2175
H 0.2766 -0.2847 0.222
H -0.2546 0.3611 0.265
H 0.2381 -0.2557 0.2742
H 0.3614 -0.2638 0.2713
H -0.303 0.2758 0.2471
H -0.1952 0.2833 0.2463
H 0.3741 -0.2162 0.2238

The program warned: the cutoff lies below the one the program advises for these potential files; the forces do not sum to zero within the program's tolerance; empty levels may hold ghost states of the PAW files; the exchange-correlation potential is rough where the density is thin.
